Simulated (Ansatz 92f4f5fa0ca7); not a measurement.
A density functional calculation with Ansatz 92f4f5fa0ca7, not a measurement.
Periodic cell of 223 atoms, Si132O89H2, from a study of silicon, its oxide and their interface. The atomic structure is a simulated model.
Doubt: the cutoff is far below the 930 eV that the study's wrapper takes by default for these files, so forces and energies are approximate.

Settings
functional: PBE
potential files: Ansatz PAW
basis: plane waves
wave-function cutoff: 580 eV
density cutoff ratio: 5
exchange-correlation grid ratio: 1
k mesh: 1 x 1 x 1, Gamma-centred
self-consistency stop: 5e-08 eV per atom in the density residual
occupations: fixed
spin: none
net charge: 0

Cell vectors (angstrom)
a, 10.938, 0, 0
b, 0, 10.938, 0
c, 0, 0, 32.6137

Atoms and the computed forces on them: element, x, y, z (angstrom), force x, y, z (eV/angstrom)
Si, -0.2408, 0.3157, 25.1873, -0.0794, 0.1226, -0.3368
Si, 5.7523, -0.2723, 25.1697, 0.1068, -0.0923, -0.3287
Si, 2.4684, 3.0225, 25.0723, -0.0267, 0.0181, -0.2048
Si, 8.5005, 2.5133, 25.1331, 0.1356, -0.1388, -0.3281
Si, 0.2584, 5.2387, 25.0278, 0.0646, -0.0431, -0.2033
Si, 5.2542, 5.7414, 25.0543, -0.0485, 0.0665, -0.2
Si, 3.0513, 7.9545, 25.1018, 0.0651, -0.0078, -0.2189
Si, 7.9471, 8.467, 25.1258, -0.0739, 0.1475, -0.3145
Si, 1.3529, 1.4509, 26.491, 0.084, -0.0292, -0.1909
Si, 6.8844, 1.3646, 26.4482, -0.0068, -0.0042, -0.1433
Si, 4.0894, 4.1497, 26.4029, -0.0028, -0.0084, -0.1784
Si, 9.6354, 4.1038, 26.4529, -0.0182, 0.085, -0.2009
Si, 1.4088, 6.8155, 26.4014, 0.0112, 0.0178, -0.1714
Si, 6.8115, 6.875, 26.4595, 0.023, -0.0964, -0.206
Si, 4.1611, 9.5299, 26.4951, -0.1047, 0.0265, -0.1906
Si, 9.5544, 9.6057, 26.4505, 0.0036, 0.0015, -0.1478
Si, 2.7392, 0.0053, 27.7961, -0.0156, -0.0137, 0.016
Si, 8.2068, 0.0039, 27.8523, -0.0059, -0.0092, 0.065
Si, 0.0001, 2.7593, 27.8753, -0.0104, -0.0053, 0.0723
Si, 5.4648, 2.744, 27.7748, -0.0273, -0.0012, 0.031
Si, 2.7372, 5.4713, 27.8295, -0.0048, -0.0126, 0.0302
Si, 8.2094, 5.4733, 27.7863, -0.0157, -0.0149, 0.044
Si, 0.0112, 8.1994, 27.7749, -0.0087, -0.0216, 0.0294
Si, 5.4794, 8.1892, 27.8788, 0.0075, -0.0017, 0.0776
Si, 4.1018, 1.3673, 29.1954, 0.0604, 0.063, -0.3042
Si, 9.5708, 1.3673, 29.1954, -0.0075, 0.0276, 0.2409
Si, 1.3673, 4.1018, 29.1954, 0.1392, 0.1801, 0.2804
Si, 6.8362, 4.1018, 29.1954, -0.0043, 0.0098, -0.362
Si, 4.1018, 6.8362, 29.1954, -0.0983, -0.1185, 0.247
Si, 9.5708, 6.8362, 29.1954, 0.0693, 0.0349, -0.3384
Si, 1.3673, 9.5708, 29.1954, 0.0003, -0.0142, -0.3277
Si, 6.8362, 9.5708, 29.1954, 0.0754, 0.0471, 0.2815
Si, 0, 0, 30.5627, -0.0263, 0.0375, -0.0194
Si, 5.469, 0, 30.5627, 0.0366, -0.0114, -0.0156
Si, 2.7345, 2.7345, 30.5627, -0.0202, 0.0463, -0.0206
Si, 8.2035, 2.7345, 30.5627, 0.0251, -0.0425, -0.0147
Si, 0, 5.469, 30.5627, 0.059, -0.0055, -0.014
Si, 5.469, 5.469, 30.5627, -0.0439, 0.0178, -0.0153
Si, 2.7345, 8.2035, 30.5627, 0.0423, -0.0303, -0.0141
Si, 8.2035, 8.2035, 30.5627, 0.0027, 0.0616, -0.0186
Si, 1.3673, 1.3673, 31.9299, 0.0348, -0.0161, -0.0101
Si, 6.8362, 1.3673, 31.9299, -0.023, 0.0272, -0.02
Si, 4.1018, 4.1018, 31.9299, 0.035, -0.0372, -0.0098
Si, 9.5708, 4.1018, 31.9299, -0.0068, 0.0341, -0.0341
Si, 1.3673, 6.8362, 31.9299, -0.0559, 0.02, -0.0206
Si, 6.8362, 6.8362, 31.9299, 0.0137, -0.0249, -0.0153
Si, 4.1018, 9.5708, 31.9299, -0.0336, 0.0131, -0.0217
Si, 9.5708, 9.5708, 31.9299, 0.0131, -0.0363, -0.008
Si, 2.7345, 0, 0.6835, 0.0212, -0.0044, 0.0308
Si, 8.2035, 0, 0.6835, -0.0036, 0.0241, 0.0189
Si, 0, 2.7345, 0.6835, -0.0572, 0.0317, 0
Si, 5.469, 2.7345, 0.6835, 0.0165, -0.0145, 0.0287
Si, 2.7345, 5.469, 0.6835, 0.0015, 0.0147, 0.0164
Si, 8.2035, 5.469, 0.6835, 0.0372, -0.0433, 0.0188
Si, 0, 8.2035, 0.6835, 0.03, -0.0063, 0.0292
Si, 5.469, 8.2035, 0.6835, -0.0142, 0.0135, 0.006
Si, 4.1018, 1.3673, 2.0507, -0.0655, 0.019, 0.0018
Si, 9.5708, 1.3673, 2.0507, 0.0622, 0.0058, 0.0089
Si, 1.3673, 4.1018, 2.0507, -0.0134, -0.0496, 0.0167
Si, 6.8362, 4.1018, 2.0507, -0.0246, 0.0445, 0.0009
Si, 4.1018, 6.8362, 2.0507, 0.0546, -0.0118, 0.0101
Si, 9.5708, 6.8362, 2.0507, -0.0392, 0.0037, 0.0132
Si, 1.3673, 9.5708, 2.0507, -0.0391, -0.0144, 0.0205
Si, 6.8362, 9.5708, 2.0507, -0.0056, -0.0552, 0.0188
Si, 0, 0, 3.418, -0.1175, 0.0967, -0.0941
Si, 5.469, 0, 3.418, -0.1338, -0.1736, 0.3001
Si, 2.7345, 2.7345, 3.418, -0.1127, -0.3057, -0.2556
Si, 8.2035, 2.7345, 3.418, -0.0555, -0.1271, 0.2131
Si, 0, 5.469, 3.418, -0.0047, 0.0411, 0.1696
Si, 5.469, 5.469, 3.418, 0.1616, 0.0993, -0.3934
Si, 2.7345, 8.2035, 3.418, 0.0731, 0.1582, 0.121
Si, 8.2035, 8.2035, 3.418, 0.0035, -0.0262, -0.0507
Si, 1.3835, 1.3295, 4.7922, -0.0457, 0.0734, 0.0241
Si, 6.8329, 1.3361, 4.8177, 0.0686, 0.0705, -0.0976
Si, 4.1155, 4.0875, 4.7069, 0.0068, 0.0116, -0.1697
Si, 9.5733, 4.0911, 4.7994, 0.0186, -0.0146, -0.004
Si, 1.3713, 6.8601, 4.7909, -0.051, -0.022, -0.0845
Si, 6.8241, 6.8384, 4.7777, 0.074, -0.0636, 0.0354
Si, 4.084, 9.5671, 4.8491, 0.0479, 0.03, 0.0226
Si, 9.5435, 9.5976, 4.7803, -0.0224, 0.0084, -0.1209
Si, 2.6985, -0.0244, 6.2678, -0.0392, 0.0051, 0.191
Si, 8.1403, -0.0614, 6.2294, 0.0906, -0.0224, 0.1551
Si, -0.0043, 2.6928, 6.1494, -0.08, -0.0329, 0.1844
Si, 5.418, 2.7246, 6.0871, 0.0048, 0.0078, 0.1621
Si, 2.7788, 5.4426, 6.0365, -0.0023, 0.0219, 0.1407
Si, 8.1964, 5.4584, 6.153, 0.0617, 0.0702, 0.2089
Si, 0.0199, 8.2833, 6.1244, -0.049, -0.0483, 0.1587
Si, 5.4411, 8.1501, 6.2029, -0.0003, -0.034, 0.1227
Si, 3.7916, 1.7074, 7.4665, -0.1024, 0.0199, 0.3642
Si, 9.7899, 1.0661, 7.4839, 0.0723, -0.0047, 0.126
Si, 1.6076, 3.935, 7.3587, 0.0465, -0.066, 0.301
Si, 6.5902, 4.2457, 7.423, -0.0722, 0.0569, 0.2114
Si, 4.3609, 6.441, 7.4661, -0.0443, 0.0262, 0.2714
Si, 9.3559, 7.1477, 7.3808, -0.0403, -0.0299, 0.0781
Si, 1.0752, 9.7738, 7.6692, 0.0156, -0.0321, 0.1796
Si, 7.0064, 9.2328, 7.6011, -0.0802, -0.1493, 0.3109
O, 1.3538, 4.1092, 24.4432, 0.0204, 0.0186, 0.5539
O, 6.8508, 9.5796, 24.5091, -0.0231, -0.0089, 0.6791
O, 2.6738, 2.8296, 7.9952, 0.0661, -0.0645, -0.4925
O, 8.2109, 8.1725, 7.9771, 0.0346, 0.0168, -0.3433
O, 5.5097, 5.3654, 7.9912, 0.0334, -0.0105, -0.4195
O, -0.0228, 0.0042, 8.0866, -0.0947, 0.0268, -0.3767
O, 4.1464, 6.8538, 24.4633, -0.0309, 0.0025, 0.5688
O, 9.5835, 1.3834, 24.5199, 0.0079, 0.0215, 0.6701
O, 1.4829, 9.077, 9.1363, -0.1343, 0.0566, -0.4502
O, 1.1222, 4.847, 8.6515, -0.1282, 0.0006, -0.0678
O, 9.0636, 1.6482, 8.8406, -0.0519, 0.0983, 0.0011
O, 6.3229, 9.4638, 9.108, 0.0864, -0.0306, -0.4686
O, 4.4475, 1.2079, 8.8973, 0.0085, 0.0981, -0.3346
O, 3.6412, 6.8681, 8.8784, 0.0598, -0.0279, -0.2797
O, 7.093, 3.4438, 8.7845, 0.0655, 0.0002, -0.1146
O, 10.1615, 6.7452, 8.7625, -0.0021, -0.0947, -0.0969
O, 3.167, 2.3309, 23.7435, -0.0301, 0.0231, 0.1339
O, 5.0109, 0.3967, 23.8664, 0.0092, 0.0209, 0.1106
O, 7.8927, 3.2541, 23.7931, -0.0153, -0.0298, 0.1666
O, 10.5354, 5.9316, 23.6713, 0.0496, -0.0541, 0.1927
O, 8.6023, 7.7654, 23.7875, 0.0034, 0.0173, 0.1599
O, 2.4027, 8.6945, 23.7787, 0.0255, -0.0391, 0.1455
O, 5.9565, 5.088, 23.7039, -0.0477, 0.0242, 0.1727
O, 0.5525, 10.628, 23.894, -0.0085, -0.0354, 0.1068
Si, 2.1624, 9.427, 10.5827, 0.1406, 0.1902, 0.1139
Si, 2.9303, 14.0546, 12.2672, -0.0855, 0.0548, -0.1933
Si, 5.2813, 5.055, 12.2903, 0.01, -0.0405, -0.0322
Si, 3.8979, 1.1196, 22.9303, 0.0784, 0.0663, 0.0365
Si, 8.0786, 7.3132, 16.9061, 0.0387, 0.0406, 0.0061
Si, 7.6736, 3.1517, 12.3128, -0.2518, -0.0836, 0.1604
Si, -3.1214, 12.3748, 16.585, 0.0127, 0.0902, 0.0155
Si, 12.8394, 12.204, 14.5582, 0.0138, -0.128, -0.1427
Si, 1.2407, 5.2323, 11.7156, 0.279, -0.2371, -0.0162
Si, 8.2657, 11.2103, 12.4388, -0.0129, -0.1141, -0.0529
Si, 5.854, 3.3462, 18.0336, 0.1415, -0.1109, 0.0543
Si, 3.743, 10.1595, 17.8163, 0.0242, -0.0195, -0.1754
Si, 12.2446, 9.4148, 13.4876, 0.102, 0.0649, 0.0313
Si, 3.6349, 6.9319, 10.4985, -0.0001, -0.036, 0.1867
Si, 6.4526, 9.8993, 10.6649, 0.2097, -0.013, 0.2332
Si, 1.6753, 9.905, 22.9707, -0.1428, -0.0647, 0.0446
Si, 3.9352, 4.5034, 15.9692, 0.0099, 0.141, -0.0078
Si, 3.9155, 10.1102, 14.7455, 0.0001, 0.0485, -0.0814
Si, 5.9105, 6.5236, 14.9416, -0.0418, 0.0214, -0.2207
Si, 7.1699, 4.3813, 22.8643, -0.059, -0.0772, 0.0251
Si, 11.843, 4.8764, 14.864, 0.0059, 0.0124, -0.2433
Si, 8.5617, 3.0865, 9.4023, -0.0113, -0.0459, 0.0765
Si, 6.8234, 9.9757, 17.9775, 0.075, 0.0653, 0.0572
Si, 8.467, 0.2724, 20.4543, -0.0032, 0.0499, 0.0631
Si, 10.8273, 7.6957, 15.7064, 0.0731, 0.0599, -0.0998
Si, 1.0332, 9.123, 18.2159, -0.1548, 0.0068, -0.0033
Si, 4.0504, 0.857, 10.4319, -0.1537, -0.0591, 0.2024
Si, 9.1492, 3.4138, 14.9786, -0.0696, 0.0347, -0.1812
Si, 6.0579, 2.1883, 20.9501, 0.1755, -0.1331, -0.0321
Si, 9.3225, 6.6526, 22.8389, 0.0171, 0.0756, -0.0016
Si, 10.4616, 8.8611, 20.9616, -0.0814, 0.1928, -0.0122
Si, 10.6473, 5.3109, 9.3255, 0.1232, 0.0478, 0.2053
Si, -2.3822, 4.7047, 17.892, -0.0139, -0.1112, 0.006
Si, 1.415, 1.07, 17.5277, -0.1395, -0.0563, -0.0535
Si, 9.9614, 13.2367, 18.818, -0.0461, -0.1083, 0.1444
Si, 6.4016, -1.6938, 13.4232, 0.1027, 0.0975, -0.1952
O, 9.5996, 14.8362, 18.8802, -0.0216, 0.0316, -0.0343
O, 4.4545, 4.0399, 17.5004, -0.0311, 0.0052, -0.0769
O, 13.2018, 6.3388, 11.125, -0.0805, -0.0077, -0.0254
O, 7.833, -0.8913, 13.5402, -0.0642, -0.0578, 0.0328
O, 3.8565, 4.3841, 12.7067, 0.0069, 0.0002, 0.0951
O, 8.6055, 12.7994, 15.2113, 0.0068, -0.0087, 0.0612
O, 9.5883, 12.3859, 20.1645, 0.0378, 0.0682, -0.1039
O, 5.2812, 10.9539, 11.017, -0.0538, 0.0615, -0.0152
O, -8.8453, 13.4273, 13.5218, -0.05, -0.0338, 0.1313
O, -0.1827, 5.4362, 10.9557, -0.1033, 0.0255, -0.2702
O, 6.4624, 2.3676, 16.8355, 0.0222, 0.0026, -0.0215
O, 8.2399, 5.5174, 22.3801, 0.0021, -0.0124, -0.0285
O, 2.6383, 10.9811, 10.5112, -0.0422, 0.0467, 0.0202
O, 0.5818, 10.6128, 17.7051, 0.0296, 0.024, -0.0211
O, -3.7015, 10.849, 16.6396, -0.0182, 0.0358, 0.0227
O, 11.2189, 8.4612, 14.3086, -0.0455, -0.0254, 0.0341
O, 8.9578, 1.6425, 17.7192, -0.0115, -0.0164, -0.0777
O, 11.7829, 8.1399, 16.9428, 0.0598, -0.0253, 0.0114
O, 2.7796, 0.0407, 22.4431, -0.0014, -0.0048, -0.0102
O, 1.154, 9.2173, 11.8727, -0.0085, -0.0028, -0.0234
O, 6.5612, 3.616, 21.5589, 0.0904, 0.1854, 0.1723
O, 8.803, 6.3129, 17.9917, -0.0374, 0.026, -0.015
O, -3.7989, 8.4171, 17.6459, -0.0145, -0.0712, 0.0093
O, 4.0228, 9.6027, 16.2902, -0.0402, -0.0287, 0.1783
O, 0.9066, -1.6609, 21.6961, 0.1528, 0.0807, 0.1625
O, 7.8952, 10.6155, 10.9415, -0.0001, 0.0633, -0.0088
O, 3.8609, 13.0578, 11.424, 0.0732, -0.0685, -0.0746
O, 7.3246, 1.6037, 12.6854, 0.0276, 0.0762, 0.0044
O, 12.1962, 12.5788, 16.0025, 0.032, 0.0315, 0.0824
O, 11.0472, 6.0978, 15.5765, -0.0386, -0.0034, 0.0749
O, 2.3014, 4.5683, 15.6977, 0.0542, -0.032, 0.0854
O, 1.7581, 14.6665, 11.3143, -0.0808, 0.1117, 0.07
O, 0.9784, 11.0013, 13.8812, 0.0548, -0.0209, 0.043
O, 9.256, 8.0237, 16.0216, -0.032, 0.0116, -0.0018
O, 6.0908, 8.0768, 14.5019, -0.0277, 0.0046, 0.0512
O, 6.3325, 3.9256, 11.7975, 0.0769, -0.0066, -0.025
O, 6.0466, 5.7167, 13.5518, 0.0087, 0.0329, 0.1089
O, 9.9076, 7.4318, 21.5225, -0.0898, -0.1993, 0.1687
O, 4.6096, 14.3129, 14.9972, -0.0259, -0.0135, 0.0255
O, 0.6268, 13.0832, 18.4841, 0.0756, 0.0297, -0.0308
O, 8.7535, 4.2093, 16.3428, -0.0407, 0.0192, 0.0217
O, 8.3966, -7.0471, 13.5971, 0.099, -0.0018, 0.0709
O, -3.1503, -0.4697, 19.1797, -0.035, -0.0471, -0.1299
O, 3.3793, 11.6337, 14.8305, 0.0099, -0.0334, 0.033
O, 7.1289, 6.339, 15.9949, 0.0941, -0.0215, 0.0936
O, 4.5151, 16.9666, 15.6535, -0.0122, -0.085, 0.048
O, 4.6618, 1.7199, 21.63, -0.1706, -0.0879, 0.1703
O, 5.6879, 2.4252, 19.3706, -0.0464, 0.0141, -0.0204
O, 5.253, 10.1759, 18.459, -0.0998, 0.006, 0.001
O, 1.1679, 5.3817, 13.3316, -0.0007, 0.0249, 0.0431
O, 4.9358, 6.181, 11.147, -0.0213, 0.0292, -0.059
O, 6.2921, 8.7429, 11.8504, -0.0327, 0.0699, -0.0085
O, 2.6505, 9.1744, 18.5814, 0.0446, 0.0045, -0.0444
O, 9.295, 10.0092, 21.2108, 0.0571, -0.0619, -0.0474
O, 7.2161, 1.0318, 21.2093, -0.0854, 0.0644, -0.0329
O, 5.2514, 10.3098, 13.8647, -0.0758, -0.0574, 0.0761
O, 10.766, 3.6263, 14.8047, 0.03, -0.0407, 0.0797
O, 2.847, -1.8029, 13.9667, 0.0032, -0.0052, 0.0019
O, 10.9395, 8.6821, 19.4015, 0.0289, -0.0119, -0.0394
O, 3.5139, 8.5303, 10.8353, 0.0402, -0.0354, -0.0645
O, 9.5669, 4.2172, 8.8245, 0.0022, 0.0371, -0.0702
O, 8.6502, 3.1432, 11.0149, 0.0858, -0.0254, -0.2686
O, 7.0095, 4.4462, 18.3639, -0.0025, 0.0449, -0.0329
O, 3.0037, 0.7194, 17.8401, 0.0514, 0.0169, 0.0509
H, 5.1836, 13.6771, 15.4685, -0.0147, 0.0346, -0.0535
O, 9.8192, 11.6164, 12.4162, 0.034, 0.0018, 0.0675
H, 10.4788, 11.411, 13.114, -0.0954, 0.0079, -0.0892

Results
free energy: -134562.832 eV
free energy less fixed offsets of H -15.97, O -568.88, Si -635.61 eV per atom: -0.052 eV

The program warned: the cutoff lies below the one the program advises for these potential files; the forces do not sum to zero within the program's tolerance; the exchange-correlation potential is rough where the density is thin.
